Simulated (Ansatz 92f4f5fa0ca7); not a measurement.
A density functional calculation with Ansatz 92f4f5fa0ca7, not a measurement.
Periodic cell of 231 atoms, Si140O85As6, from a study of silicon, its oxide and their interface. The atomic structure is a simulated model.
Doubt: the cutoff is far below the 930 eV that the study's wrapper takes by default for these files, so forces and energies are approximate.

Settings
functional: PBE
potential files: Ansatz PAW
basis: plane waves
wave-function cutoff: 580 eV
density cutoff ratio: 5
exchange-correlation grid ratio: 1
k mesh: 1 x 1 x 1, Gamma-centred
self-consistency stop: 5e-08 eV per atom in the density residual
occupations: fixed
spin: none
net charge: 0

Cell vectors (angstrom)
a	11.6015	0	0
b	0	10.938	0
c	0	0	33.0146

Atoms: element, x, y, z (angstrom)
Si	0.1005	-0.051	24.5068
Si	4.0595	-0.0459	24.3433
Si	7.9851	-0.0023	24.4782
As	2.0782	1.3096	24.1441
As	6.007	1.3789	24.0509
Si	9.8553	1.3738	24.5641
Si	0.2449	5.6651	24.0793
Si	4.0677	5.5145	24.2912
Si	7.8912	5.541	24.1012
As	2.1622	7.0648	24.1018
Si	5.9763	6.9376	24.186
Si	9.84	6.7554	24.5185
Si	2.0512	2.6557	26.1663
Si	5.9322	2.6534	26.1634
Si	9.8008	2.9134	26.2688
Si	0.2115	4.1431	25.9872
Si	3.9886	4.0672	26.1763
Si	7.7907	4.1411	26.0577
Si	2.113	8.128	26.2922
Si	5.9386	8.1369	26.2345
Si	9.7853	8.1747	26.4015
Si	0.1729	9.4841	26.3623
Si	4.0223	9.5434	26.2784
Si	7.8295	9.5354	26.332
Si	0.0691	0.0144	28.2078
Si	3.9326	-0.0028	28.1914
Si	7.8132	0.0255	28.2071
Si	2.002	1.3767	28.168
Si	5.8673	1.3697	28.169
Si	9.7485	1.4252	28.1614
Si	0.0938	5.4065	28.0975
Si	3.9437	5.4104	28.1675
Si	7.7779	5.4249	28.1248
Si	2.0186	6.7785	28.2096
Si	5.8573	6.8092	28.1891
Si	9.7402	6.7596	28.2549
Si	1.9336	2.7345	30.1154
Si	5.8008	2.7345	30.1154
Si	9.6679	2.7345	30.1154
Si	0	4.1018	30.1154
Si	3.8672	4.1018	30.1154
Si	7.7343	4.1018	30.1154
Si	1.9336	8.2035	30.1154
Si	5.8008	8.2035	30.1154
Si	9.6679	8.2035	30.1154
Si	0	9.5708	30.1154
Si	3.8672	9.5708	30.1154
Si	7.7343	9.5708	30.1154
Si	0	0	32.049
Si	3.8672	0	32.049
Si	7.7343	0	32.049
Si	1.9336	1.3673	32.049
Si	5.8008	1.3673	32.049
Si	9.6679	1.3673	32.049
Si	0	5.469	32.049
Si	3.8672	5.469	32.049
Si	7.7343	5.469	32.049
Si	1.9336	6.8362	32.049
Si	5.8008	6.8362	32.049
Si	9.6679	6.8362	32.049
Si	1.9336	2.7345	0.9679
Si	5.8008	2.7345	0.9679
Si	9.6679	2.7345	0.9679
Si	0	4.1018	0.9679
Si	3.8672	4.1018	0.9679
Si	7.7343	4.1018	0.9679
Si	1.9336	8.2035	0.9679
Si	5.8008	8.2035	0.9679
Si	9.6679	8.2035	0.9679
Si	0	9.5708	0.9679
Si	3.8672	9.5708	0.9679
Si	7.7343	9.5708	0.9679
Si	-0.0659	-0.045	3.0018
Si	3.7722	0.0068	2.867
Si	7.7025	0.0101	2.8841
Si	1.8393	1.3887	2.9155
Si	5.7235	1.3368	2.8736
Si	9.6399	1.3813	2.9237
Si	-0.0937	5.4695	2.958
Si	3.779	5.4823	2.8991
Si	7.6853	5.4972	2.8486
Si	1.8293	6.8513	2.9123
Si	5.7279	6.8011	2.8221
Si	9.6071	6.9014	2.9974
Si	1.7742	2.8168	4.829
Si	5.6093	2.7112	4.7863
Si	9.5603	2.725	4.8943
Si	-0.1352	4.1947	5.007
Si	3.7343	4.1448	4.8661
Si	7.5783	4.0082	4.6569
Si	1.7579	8.2341	4.8541
Si	5.7176	8.2489	4.6377
Si	9.5511	8.172	5.115
Si	-0.1529	9.6473	5.1397
Si	3.7418	9.574	4.7834
Si	7.6309	9.6126	4.8407
Si	-0.2239	0.2858	7.058
Si	3.6045	0.0614	6.6373
Si	7.3684	0.1131	6.6776
Si	1.7694	1.5073	6.758
As	5.498	1.5722	6.9139
Si	9.3199	1.4366	6.8863
Si	-0.016	5.4031	7.1178
Si	3.7602	5.6936	6.6546
Si	7.6033	5.3496	6.507
As	1.7902	7.0219	6.9451
As	5.7793	6.9321	6.5705
Si	9.4414	6.6438	7.1049
O	12.1934	4.5275	8.4576
O	6.9784	10.0115	7.9314
O	8.6421	7.247	8.4942
O	3.2598	9.9506	7.8997
O	9.1205	2.3806	8.2799
O	7.4389	4.3499	7.8524
O	4.0155	5.1695	8.247
O	-0.1458	10.8157	8.7226
O	2.1408	2.3862	8.1537
O	3.9701	9.9457	22.967
O	5.8722	8.0521	22.9076
O	5.7099	10.0373	20.9894
O	4.2661	4.3768	23.0599
O	9.7925	7.7333	23.1832
O	0.2223	5.4027	22.382
O	8.1611	4.8795	22.556
O	11.2533	9.9911	23.1498
O	9.8097	2.0144	23.0259
Si	-0.643	18.3577	12.6041
Si	-0.069	5.5976	20.7574
Si	8.3809	0.4709	11.3599
Si	5.8223	-1.9743	16.9537
Si	8.3688	3.6413	8.9836
Si	-10.1574	7.0181	18.4702
Si	-3.6336	10.784	15.9946
Si	-0.2462	0.7474	10.121
Si	-5.0524	10.0201	9.5058
Si	12.8983	2.8607	20.529
Si	-6.1081	0.7564	17.0544
Si	-3.87	3.2718	11.92
Si	9.8671	9.2497	22.6608
Si	1.4418	9.615	11.5945
Si	5.6835	7.6441	14.3617
Si	4.9104	9.0202	21.9993
Si	8.7164	4.6835	21.0326
Si	14.6079	4.6421	11.6139
Si	4.8622	3.6963	16.7368
Si	10.1431	1.9608	21.4435
Si	4.553	6.203	9.4207
Si	1.315	14.2116	9.2559
Si	1.5234	-4.9572	13.8688
Si	3.6663	9.2657	9.3167
Si	-6.2871	15.4488	13.669
Si	8.3995	9.1241	13.4645
Si	7.5196	18.0751	9.6989
Si	3.9362	6.7846	20.0999
Si	1.4192	9.7508	16.7575
Si	9.3995	5.3789	11.0604
Si	-5.3182	10.0685	19.4711
Si	3.8143	4.1802	21.51
Si	1.9139	4.5393	16.603
Si	5.9632	4.6869	19.4802
Si	1.3305	1.6783	17.7808
Si	-2.1899	10.1775	19.9681
Si	10.5868	-10.8863	17.3894
Si	2.9468	-2.1907	14.1325
O	-7.0363	2.0837	16.9257
O	7.51	15.6836	19.9394
O	-0.9139	6.2292	11.5173
O	9.5187	0.71	20.6364
O	1.7464	5.3208	12.3971
O	4.042	7.7089	9.1029
O	7.0757	8.6238	10.127
O	12.171	4.2487	20.0677
O	9.5173	4.6744	9.5788
O	-1.7008	5.7347	20.5907
O	5.0544	3.7542	20.504
O	-8.3864	5.6094	20.9808
O	5.5824	7.6393	16.0259
O	-0.2752	12.3484	17.8892
O	7.4271	3.283	10.297
O	6.182	6.2227	9.4573
O	-4.8208	11.9195	16.0368
O	3.9708	4.0494	12.8245
O	-3.7155	-1.0197	19.526
O	8.176	6.4551	11.0317
O	2.6192	7.1551	14.0805
O	-0.1047	10.1836	16.2875
O	4.9569	10.1269	9.845
O	13.9543	3.6523	10.4894
O	-10.4208	5.7253	17.4752
O	1.4526	2.9821	16.8011
O	0.5677	6.8315	19.8573
O	3.9454	5.7337	10.8552
O	4.5655	8.7584	13.911
O	12.3306	11.0329	11.2654
O	-9.957	4.8631	15.0291
O	4.8505	-0.686	16.5618
O	-6.2336	-7.0117	15.1986
O	2.378	-1.6267	15.5397
O	5.6879	8.7951	18.5823
O	9.903	9.0859	21.0478
O	-1.2374	10.0059	18.6668
O	5.9029	15.0935	17.9239
O	1.9183	2.0909	19.2349
O	2.5949	3.1087	21.4773
O	-3.0024	-0.6467	14.5873
O	1.19	8.4725	17.7614
O	7.378	-1.5094	16.6943
O	6.5541	3.8739	12.8401
O	9.069	4.202	12.1575
O	5.9134	0.5167	18.6441
O	9.399	3.2357	20.8044
O	-2.4321	0.5366	16.814
O	0.2955	19.4083	11.7911
O	5.3915	6.2145	19.6205
O	0.1594	2.3134	9.9185
O	3.5075	4.5696	16.9593
O	7.2641	0.3786	10.1802
O	13.8868	-1.2533	12.9807
O	3.0391	-3.8703	18.7878
O	8.2718	9.9885	12.1125
O	-3.5845	12.6599	12.3548
O	8.5136	-0.8728	23.1328
O	3.9853	8.1102	21.0249
O	2.0315	0.2309	17.3811
O	9.8537	11.6301	10.7359
O	-1.9343	8.1371	13.2629
O	2.4433	9.2797	10.3725
O	-16.0886	-2.7426	13.8223
O	0.1656	1.9523	21.2622
O	5.4429	6.1429	13.7839
O	0.0689	6.7065	13.8855

Results
free energy: -166475.707 eV
free energy less fixed offsets of As -4856.12, O -568.88, Si -635.61 eV per atom: 1.213 eV

Forces (eV/angstrom), in the order of the atoms: element, x, y, z
Si	0.1508	-0.2243	-0.0109
Si	-0.0968	-0.1998	0.028
Si	-0.0181	-0.2145	-0.0837
As	-0.0929	0.2	-0.1376
As	-0.0742	0.1188	0.0745
Si	-0.1528	0.2756	-0.0083
Si	0.1632	-0.059	-0.6248
Si	0.0281	-0.2616	0.0976
Si	0.3633	-0.3503	-0.5912
As	0.1629	0.1251	-0.0227
Si	-0.3546	0.3498	-0.2447
Si	-0.1114	0.5318	0.0051
Si	0.0586	-0.0619	-0.0111
Si	-0.0474	0.0086	-0.1171
Si	0.0596	-0.0063	-0.0892
Si	-0.1942	-0.1496	0.3379
Si	0.0735	-0.178	0.1528
Si	-0.1103	-0.1373	0.353
Si	-0.0017	0.0307	-0.0923
Si	-0.0397	0.1828	0.2479
Si	0.0413	0.054	0.0123
Si	-0.1885	-0.1679	-0.0086
Si	-0.0348	-0.2009	-0.1289
Si	0.1292	-0.249	0.0636
Si	0.0641	0.1458	-0.0985
Si	0.0732	0.1069	-0.114
Si	-0.0443	0.1202	-0.0705
Si	-0.0073	0.0148	-0.0067
Si	0.0415	0.0176	-0.038
Si	-0.0707	-0.1237	-0.1068
Si	0.0638	0.1987	-0.084
Si	0.0205	0.0379	-0.1084
Si	-0.0445	0.1129	-0.0472
Si	-0.0422	-0.0112	-0.046
Si	0.0812	-0.1485	-0.1017
Si	-0.0152	-0.1372	-0.2083
Si	0.0686	0.0291	0.0041
Si	0.0412	0.0315	-0.0331
Si	0.0766	0.0907	0.1473
Si	0.1089	-0.2324	-0.3455
Si	0.1013	-0.2074	0.0867
Si	-0.0127	-0.144	-0.3001
Si	0.1099	-0.069	-0.066
Si	0.0056	-0.0581	-0.1282
Si	0.0491	-0.0702	0.2262
Si	0.0293	-0.0408	0.1077
Si	0.0605	-0.0298	0.0556
Si	0.0835	0.0104	0.0273
Si	-0.0137	0.1119	0.1223
Si	-0.0127	-0.0003	0.0292
Si	0.009	-0.0105	0.0584
Si	0.0203	-0.0664	-0.0263
Si	-0.0033	-0.0467	-0.0886
Si	-0.0129	-0.0883	-0.0094
Si	0.0136	0.2479	-0.0173
Si	-0.0045	0.0737	-0.0616
Si	0.0074	0.0603	-0.095
Si	-0.0042	-0.0152	0.0415
Si	0.0017	0.068	-0.0626
Si	-0.0003	-0.071	0.1152
Si	-0.151	0.0148	0.0121
Si	-0.0448	0.0446	0.0193
Si	0.0585	0.0207	0.1068
Si	-0.143	-0.0405	0.2699
Si	-0.1317	-0.0404	0.0689
Si	0.058	-0.0295	-0.2628
Si	-0.1435	-0.0004	-0.0267
Si	-0.0411	0.0885	-0.3669
Si	-0.051	0.064	0.3612
Si	-0.0192	-0.0476	0.4368
Si	-0.1583	-0.1044	-0.164
Si	0.014	-0.0441	-0.0681
Si	-0.0753	0.1203	0.0554
Si	0.0061	0.1141	0.0982
Si	0.0962	0.123	0.1154
Si	-0.0918	-0.1451	0.1092
Si	-0.0148	-0.0563	0.1117
Si	0.031	-0.1587	0.0698
Si	-0.075	0.1876	0.1051
Si	-0.1135	0.0855	0.1843
Si	0.0318	0.0887	0.0952
Si	-0.0617	0.0542	0.076
Si	0.0035	0.1006	0.0042
Si	0.0776	-0.0899	0.1452
Si	0.0934	0.1273	-0.111
Si	0.0045	-0.069	0.0528
Si	-0.0761	0.1608	-0.2477
Si	-0.2872	-0.2508	-0.1444
Si	-0.0804	-0.1028	-0.0523
Si	0.2291	-0.2512	0.0063
Si	0.1226	-0.0295	0.1737
Si	0.0114	0.0663	0.1206
Si	0.169	0.1379	-0.0391
Si	-0.0156	-0.1091	-0.3639
Si	-0.0865	-0.2206	-0.118
Si	0.0979	-0.25	-0.205
Si	0.0318	-0.0638	0.5622
Si	0.0273	-0.4468	0.0616
Si	-0.4041	-0.2971	0.1636
Si	0.2193	0.2421	0.1769
As	0.135	0.2476	0.0049
Si	-0.1454	0.2816	0.2464
Si	0.7563	-0.0543	0.3159
Si	0.2277	-0.3411	0.3001
Si	-0.2081	-0.4164	0.1801
As	-0.0424	0.2833	-0.1718
As	0.1282	0.4923	0.0101
Si	-0.4377	0.2971	0.0627
O	-0.2266	0.2738	-0.4182
O	0.0013	0.0226	-0.1564
O	0.3573	-0.1204	-0.3838
O	0.0736	0.1277	-0.0667
O	0.1503	-0.2489	-0.3063
O	-0.0552	0.0803	-0.1683
O	-0.0973	0.0734	-0.1236
O	-0.0303	0.0243	-0.4672
O	-0.0215	-0.074	-0.3034
O	0.16	0.0207	0.1344
O	0.165	-0.2481	0.2657
O	0.0368	-0.0595	0.2823
O	-0.0225	0.1926	0.1858
O	0.0191	0.04	-0.1193
O	0.1012	0.121	0.6021
O	-0.2809	0.2223	0.6592
O	0.1283	0.105	0.0807
O	0.0095	0.0116	0.2808
Si	-0.0115	0.044	0.0564
Si	-0.1584	-0.1019	-0.2028
Si	-0.0376	0.0347	0.2452
Si	0.1364	-0.0927	0.0271
Si	-0.2951	-0.0443	0.3397
Si	0.0477	-0.0145	-0.0794
Si	0.024	-0.0011	-0.0366
Si	-0.1116	-0.1522	0.4232
Si	0.1987	0.314	0.1827
Si	-0.0799	0.0202	-0.3154
Si	0.0558	0.0631	0.0618
Si	0.1478	-0.1297	0.3365
Si	-0.0665	0.1142	-0.1378
Si	-0.1771	-0.0982	0.1888
Si	0.0448	0.0134	0.1162
Si	-0.1631	0.1512	-0.2425
Si	0.0829	0.0035	-0.5478
Si	0.0123	0.0942	0.3921
Si	-0.02	0.0056	-0.0174
Si	-0.0895	-0.044	-0.2558
Si	0.0641	-0.1176	0.0504
Si	0.0807	-0.1362	0.3025
Si	-0.0554	0.0438	0.0775
Si	-0.0356	0.1661	0.1732
Si	0.0494	-0.0549	0.0338
Si	-0.0025	0.065	0.0601
Si	-0.0759	-0.1145	0.2953
Si	0.1088	-0.1095	-0.3304
Si	-0.1137	0.0427	-0.023
Si	-0.0547	-0.0327	0.5694
Si	0.116	0.0153	-0.3825
Si	-0.0431	0.0599	-0.5593
Si	0.06	0.0426	-0.0251
Si	0.015	0.0712	-0.0878
Si	-0.0882	-0.0381	0.0815
Si	-0.0266	0.0873	-0.2208
Si	-0.0839	-0.0353	0.0744
Si	-0.0763	-0.021	-0.027
O	-0.0175	-0.0397	-0.0022
O	0.0858	0.0547	0.1882
O	0.0111	-0.0472	-0.2159
O	0.028	0.0254	0.1741
O	0.0678	-0.0637	-0.1167
O	0.0122	0.0326	0.0029
O	-0.0522	-0.0444	-0.0881
O	0.0273	0.0352	0.0598
O	0.1255	-0.0462	-0.1963
O	0.033	0.0427	0.2236
O	-0.1274	-0.05	0.2425
O	-0.0632	-0.0422	0.183
O	-0.0355	0.0767	0.0316
O	0.0586	0.0343	-0.037
O	0.082	-0.0042	-0.4049
O	-0.0253	-0.0132	0.0162
O	0.0161	-0.092	0.0165
O	-0.0588	-0.0295	-0.0541
O	-0.0506	-0.0156	0.1429
O	-0.1056	0.1415	-0.3272
O	0.0608	0.0226	-0.0107
O	0.0664	-0.0137	0.0076
O	-0.054	-0.074	-0.1343
O	-0.2138	-0.0139	-0.3561
O	-0.0186	-0.0256	0.0178
O	0.0104	0.0277	-0.0366
O	-0.0011	-0.0061	0.1424
O	0.121	0.1465	-0.2927
O	-0.0086	-0.0005	-0.0784
O	-0.0133	0.1621	-0.1676
O	-0.0043	-0.0586	0.006
O	0.0207	-0.0029	0.014
O	-0.0051	0.0186	0.0025
O	0.0667	0.0206	0.0116
O	-0.0308	0.0195	-0.0188
O	0.0155	-0.1208	0.2861
O	-0.0221	0.0098	0.0639
O	-0.0318	0.0081	0.0252
O	-0.0056	0.0501	0.1409
O	0.092	-0.0316	0.2087
O	-0.0158	-0.0158	-0.0243
O	-0.0005	-0.0038	0.0127
O	0.0003	-0.0094	0.0217
O	-0.0226	0.03	-0.0829
O	-0.0148	0.0681	-0.1838
O	-0.0424	-0.0077	0.0281
O	0.0355	-0.0617	0.124
O	-0.0093	0.0336	-0.0586
O	0.0906	0.0423	-0.0823
O	-0.1196	0.1048	0.0737
O	0.0605	0.1245	-0.1817
O	-0.0301	0.0034	0.0237
O	-0.086	-0.0917	-0.1677
O	0.0439	0.028	-0.0245
O	0.0779	0.0129	0.1743
O	-0.0182	0.0218	-0.0789
O	0.0044	0.0014	-0.1415
O	-0.1874	-0.0607	-0.0079
O	-0.0204	-0.0106	0.1826
O	-0.017	-0.0186	-0.034
O	0.1187	0.0382	-0.2167
O	-0.0179	-0.0029	0.0231
O	0.1229	-0.0418	-0.223
O	-0.062	-0.0408	-0.0259
O	0.1049	-0.0345	0.1544
O	-0.0102	0.0238	-0.0419
O	0.0283	-0.013	0.0082

The program warned: the cutoff lies below the one the program advises for these potential files; the exchange-correlation potential is rough where the density is thin.
